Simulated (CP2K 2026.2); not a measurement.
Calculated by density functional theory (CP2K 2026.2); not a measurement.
Periodic cell of 534 atoms, Si358O176, from a study of silicon, its oxide and their interface. The atomic structure is a simulated model.
Doubt: the forces sum to 2.64 eV/angstrom along one axis rather than to zero, so they err by at least 0.0049 eV/angstrom per atom on average; the grid cutoff is modest.

Settings
functional: PBE
method: Gaussian and plane waves
basis set: DZVP-MOLOPT-SR-GTH
pseudopotentials: GTH-PBE
grid cutoff: 350 Ry, relative cutoff 50 Ry
k points: Gamma only
occupations: fixed
spin: none
net charge: 0

Cell vectors (angstrom)
a 16.32 0 0
b 0 16.32 0
c 0.2713 -0.3453 35.321

Atoms and the computed forces on them: element, x, y, z (angstrom), force x, y, z (eV/angstrom)
Si 0.361 0.271 0.143 -0.367 -0.25 0.701
Si 2.61 2.908 0.321 0.004 0.098 0.168
Si 0.27 5.16 0.209 0.072 -0.053 0.124
Si 2.97 8.005 35.105 0.159 -0.164 0.728
Si 0.558 10.043 35.203 -0.11 0.086 0.813
Si 2.934 12.979 35.159 -0.227 0.336 0.765
Si 5.019 0.171 35.313 -0.015 -0.077 0.651
Si 7.789 2.853 0.157 0.16 -0.187 0.785
Si 5.742 5.248 0.045 -0.164 0.227 0.71
Si 8.285 8.325 0.17 0.014 -0.28 0.723
Si 6.392 10.271 35.242 -0.419 0.089 0.755
Si 8.518 13.472 0.13 -0.433 0.224 0.651
Si 11.379 15.457 35.295 -0.09 0.347 0.722
Si 13.485 2.621 0.332 0.279 -0.216 0.672
Si 11.49 4.474 35.246 -0.397 0.546 0.613
Si 14.52 7.06 35.154 -0.084 -0.025 0.694
Si 10.485 10.989 0.017 0.569 -0.351 0.662
Si 13.732 13.334 35.258 0.201 -0.095 0.751
Si 1.417 1.497 1.742 0.029 -0.062 -0.05
Si 4.165 4.192 1.443 0.08 0.006 -0.026
Si 1.596 6.767 1.27 0.021 0.078 -0.028
Si 4.294 9.518 1.092 0.002 0.036 -0.045
Si 1.328 12.049 1.236 0.03 -0.07 -0.059
Si 3.877 14.962 1.192 -0.03 -0.043 -0.12
Si 6.594 1.285 1.349 0.007 -0.039 -0.081
Si 9.533 3.919 1.32 -0.027 0.008 -0.039
Si 6.99 6.739 1.32 0.03 0.023 -0.05
Si 9.627 9.508 1.595 0.033 0.032 -0.016
Si 6.915 12.264 1.354 0.005 -0.022 -0.028
Si 9.619 14.911 1.53 0.057 -0.021 -0.052
Si 12.17 1.095 1.402 0 -0.071 -0.038
Si 15.12 3.868 1.482 -0.14 -0.004 -0.037
Si 12.367 6.598 1.097 -0.018 -0.057 -0.073
Si 15.117 9.173 1.212 -0.016 0.02 -0.07
Si 12.323 12.045 1.201 -0.051 0.013 -0.019
Si 15.118 14.956 1.126 0.007 0.038 -0.082
Si 16.338 2.71 3.038 -0.008 0.035 0.059
Si 2.737 16.228 2.805 0.01 -0.007 0.066
Si 0.166 8.012 2.684 -0.002 -0.04 0.031
Si 2.83 5.493 2.791 -0.007 0.012 -0.008
Si 0.038 13.514 2.568 0.001 0.048 0.002
Si 2.867 10.804 2.545 -0.023 -0.042 0.042
Si 5.441 2.713 2.78 -0.008 -0.011 0.05
Si 8.111 16.291 2.675 -0.019 0.057 0.024
Si 5.537 8.122 2.593 0.008 0.002 -0.006
Si 8.308 5.373 2.705 -0.01 -0.004 0.021
Si 5.408 13.635 2.549 -0.027 0.029 0.017
Si 8.218 10.908 2.827 0.002 0.043 -0.02
Si 10.855 2.545 2.716 0.005 0.011 -0.003
Si 13.716 16.168 2.66 0.001 -0.032 0.032
Si 11.109 8.024 2.608 0.017 -0.067 0.022
Si 13.655 5.308 2.658 -0.001 0.018 0.003
Si 11.014 13.426 2.723 -0.007 -0.037 -0.017
Si 13.727 10.664 2.514 0.044 0.014 -0.018
Si 1.475 4.112 4.179 0.018 0 0.037
Si 4.131 1.29 4.119 0.015 -0.003 -0.008
Si 1.513 9.448 3.978 0.026 0.001 -0.008
Si 4.222 6.821 4.086 0.047 0.001 0.011
Si 1.358 14.83 4.058 -0.008 0.009 -0.003
Si 4.14 12.203 3.958 0.001 -0.006 -0.026
Si 6.901 4.032 4.072 0.005 0.011 -0.014
Si 9.492 1.262 4.09 -0.007 -0.009 0.007
Si 6.846 9.461 4.046 -0.019 0.017 -0.009
Si 9.684 6.733 4.018 0.007 0.016 0.006
Si 6.807 14.882 4.01 0.01 -0.035 0.004
Si 9.632 12.182 4.144 0.031 -0.009 0.041
Si 12.28 3.944 4.019 0.045 -0.005 -0.009
Si 14.959 1.219 4.156 -0.055 -0.027 -0.013
Si 12.4 9.398 4 -0.022 0.011 0.011
Si 15.053 6.678 4.025 -0.016 0.006 -0.013
Si 12.373 14.811 4.048 -0.008 0.008 -0.015
Si 15.024 12.108 3.919 -0.006 -0.022 0
Si 16.395 -0.079 10.854 -0.006 -0.001 0.004
Si 2.802 2.644 10.856 -0.013 0.008 0.003
Si 0.106 5.357 10.836 -0.002 -0.007 0.002
Si 2.831 8.085 10.845 0 -0.004 -0.003
Si 16.4 10.823 10.878 -0.002 -0.001 0.004
Si 2.806 13.551 10.882 -0.004 0.012 0.007
Si 5.523 -0.08 10.871 0.005 0.002 -0.001
Si 8.232 2.625 10.898 -0.003 0.003 0.012
Si 5.527 5.358 10.855 0 0.001 -0.014
Si 8.233 8.078 10.841 -0.003 0.014 -0.009
Si 5.53 10.808 10.837 0.006 -0.013 -0.013
Si 8.238 13.513 10.848 0.008 -0.016 -0.007
Si 10.949 16.213 10.868 0.002 0.002 0.004
Si 13.679 2.607 10.849 -0.001 0.001 0
Si 10.957 5.327 10.872 0.001 -0.001 0.004
Si 13.683 8.075 10.857 -0.002 -0.009 -0.004
Si 10.945 10.793 10.83 0 0.008 -0.004
Si 13.663 13.521 10.847 0.004 0.002 -0.004
Si 1.446 1.282 12.216 -0.011 0.001 -0.003
Si 4.183 3.985 12.222 -0.007 -0.003 0.005
Si 1.493 6.698 12.193 0.001 0.013 -0.002
Si 4.189 9.446 12.203 0.005 0.009 0
Si 1.427 12.207 12.232 -0.006 -0.006 0.012
Si 4.17 14.905 12.26 0.011 0.013 0.008
Si 6.873 1.259 12.264 0.002 0.006 0.008
Si 9.614 3.958 12.257 0.004 0.007 0.013
Si 6.885 6.712 12.213 -0.006 -0.004 0
Si 9.572 9.448 12.198 -0.003 -0.032 0.005
Si 6.873 12.166 12.211 0.001 0 -0.004
Si 9.579 14.864 12.236 -0.005 0.006 0.004
Si 12.321 1.248 12.22 0.016 0.011 -0.001
Si 15.073 3.968 12.173 0.005 0.01 -0.014
Si 12.328 6.694 12.206 0.012 -0.001 0.005
Si 15.033 9.454 12.215 0.01 0.01 0.003
Si 12.281 12.17 12.194 -0.003 -0.02 -0.01
Si 15.023 14.887 12.206 -0.019 -0.016 -0.003
Si 0.105 2.647 13.581 -0.015 0.014 0.007
Si 2.802 -0.042 13.615 -0.003 0.006 0.01
Si 0.124 8.078 13.503 -0.003 -0.017 -0.002
Si 2.855 5.353 13.593 -0.004 -0.002 0.006
Si 16.376 13.574 13.602 0.011 0.007 0.011
Si 2.839 10.847 13.524 0.011 -0.008 -0.01
Si 5.498 2.61 13.624 0 0.007 0.003
Si 8.235 -0.108 13.63 -0.004 0.002 0.009
Si 5.534 8.075 13.581 -0.004 0.009 0.002
Si 8.225 5.329 13.573 -0.006 -0.005 0.005
Si 5.557 13.541 13.601 0.003 -0.013 0.005
Si 8.202 10.796 13.582 -0.01 0.012 -0.006
Si 10.966 2.561 13.619 -0.004 -0.009 0.017
Si 13.676 -0.096 13.596 0.007 0.002 0.004
Si 10.936 8.068 13.52 -0.011 0.02 -0.003
Si 13.703 5.294 13.524 -0.001 0.007 -0.002
Si 10.922 13.497 13.6 -0.001 -0.014 0.009
Si 13.649 10.838 13.549 -0.008 -0.007 -0.001
Si 1.507 3.982 14.948 0.013 -0.024 0.009
Si 4.134 1.292 15.05 0.003 0.009 0.012
Si 1.491 9.466 14.827 -0.001 0.014 -0.022
Si 4.22 6.708 14.974 0.012 -0.016 0.016
Si 1.426 14.943 14.971 -0.043 0.002 -0.015
Si 4.169 12.2 14.926 -0.02 -0.005 -0.001
Si 6.896 3.946 14.955 0.011 -0.006 0.003
Si 9.617 1.19 15.025 0.012 -0.003 -0.007
Si 6.855 9.439 14.97 -0.008 -0.012 0.013
Si 9.597 6.7 14.889 0.009 0.007 -0.009
Si 6.883 14.877 15.034 0.009 0.009 0
Si 9.515 12.162 14.967 -0.01 0 0.022
Si 12.38 3.917 14.919 0.051 0.001 -0.018
Si 15.067 1.274 14.93 -0.008 -0.003 -0.002
Si 12.254 9.47 14.856 -0.011 -0.011 -0.015
Si 15.095 6.673 14.808 0.027 0.001 -0.021
Si 12.292 14.86 14.949 -0.009 0.013 0.006
Si 14.975 12.22 14.93 -0.039 -0.003 0.001
Si 0.129 0.033 16.368 0.048 0.025 0.015
Si 2.811 2.691 16.461 -0.042 0.009 0.026
Si 0.145 5.377 16.224 -0.045 0.061 0.015
Si 2.83 8.144 16.232 0.006 0.014 0.007
Si 16.414 10.82 16.119 0.041 -0.029 -0.001
Si 2.798 13.563 16.272 0.034 0.001 -0.004
Si 5.475 -0.116 16.395 -0.019 0.007 0.022
Si 8.233 2.564 16.333 0.006 -0.013 0.006
Si 5.603 5.323 16.347 -0.016 0.013 -0.009
Si 8.268 8.067 16.276 0.012 0.015 -0.01
Si 5.465 10.821 16.318 -0.022 -0.017 -0.01
Si 8.216 13.506 16.443 0.021 0 0.027
Si 10.941 16.096 16.427 -0.019 -0.01 0.016
Si 13.711 2.549 16.341 -0.023 0.025 0.042
Si 10.975 5.291 16.17 -0.037 0.017 0.003
Si 13.678 8.05 16.03 -0.006 0.009 -0.043
Si 10.882 10.789 16.275 0.01 -0.048 0.014
Si 13.633 13.58 16.368 0.022 -0.04 0.032
Si 1.43 1.373 17.903 -0.024 0.011 0.007
Si 4.214 4.092 17.793 0.052 0.019 -0.009
Si 1.441 6.836 17.557 -0.033 -0.021 -0.014
Si 4.105 9.479 17.696 0.001 0.035 -0.004
Si 1.396 12.177 17.51 -0.033 0.005 -0.05
Si 4.055 14.875 17.779 -0.019 0.007 -0.017
Si 6.874 1.207 17.742 0.013 0.004 -0.02
Si 9.691 3.917 17.584 0 -0.026 -0.04
Si 7.045 6.646 17.671 0.051 -0.04 -0.028
Si 9.565 9.423 17.688 -0.01 0.004 0.003
Si 6.741 12.177 17.742 -0.044 0.029 -0.004
Si 9.642 14.707 17.939 0.024 -0.062 0.015
Si 12.349 1.126 17.733 0.022 -0.002 -0.024
Si 15.173 3.961 17.562 0.003 -0.028 -0.045
Si 12.368 6.704 17.384 0.03 0.014 -0.067
Si 15.035 9.396 17.324 -0.003 -0.037 -0.077
Si 12.177 12.173 17.643 -0.035 0.068 -0.015
Si 15.046 15.024 17.67 -0.012 -0.009 -0.035
Si 16.42 2.875 19.25 0.055 0.004 0.044
Si 2.788 -0.04 19.269 0.026 -0.013 0.046
Si 16.237 8.087 18.824 0.029 -0.05 0.076
Si 2.891 5.713 18.985 0.044 0.069 0.049
Si 16.447 13.611 18.856 0.03 0.028 0.055
Si 2.522 10.783 18.999 0.052 -0.042 0.026
Si 5.579 2.649 19.133 -0.016 0.02 0.025
Si 8.134 16.047 19.169 -0.032 0.007 0.057
Si 5.656 8.092 18.865 -0.03 0.014 0.048
Si 8.538 5.338 19.031 -0.001 0.079 0.05
Si 5.242 13.364 19.174 -0.058 -0.049 0.013
Si 8.131 10.819 19.026 0.071 -0.036 0.067
Si 10.912 2.459 18.996 -0.025 -0.001 0.064
Si 13.748 -0.077 19.232 0.002 0.07 0.04
Si 11.119 8.03 18.826 -0.052 0.005 0.033
Si 13.668 5.266 18.687 -0.027 -0.017 0.038
Si 10.984 13.243 19.437 -0.02 0.008 0.071
Si 13.722 10.785 18.609 -0.018 0.028 0
Si 1.679 4.382 20.395 -0.395 -0.072 -0.72
Si 4.531 1.024 20.542 -0.311 0.248 -0.846
Si 0.679 9.84 20.179 0.141 -0.014 -0.721
Si 4.186 7.224 20.378 -0.171 -0.129 -0.763
Si 1.493 14.671 20.459 0.016 0.218 -0.69
Si 3.498 12.264 20.503 0.289 -0.115 -0.789
Si 7.315 3.801 20.262 -0.234 0.053 -0.811
Si 9.283 1.382 20.375 0.153 -0.184 -0.817
Si 6.899 9.358 20.347 0.053 0.073 -0.787
Si 10.397 6.299 20.257 -0.239 0.007 -0.806
Si 6.462 14.848 20.463 0.329 -0.143 -0.759
Si 9.481 11.618 20.744 0.161 0.369 -0.762
Si 12.396 3.894 20.062 -0.011 -0.024 -0.441
Si 14.716 1.777 20.544 0.064 -0.114 -0.67
Si 12.776 9.21 19.992 -0.311 0.057 -0.67
Si 14.724 6.764 20.072 0.297 -0.112 -0.758
Si 12.826 14.403 20.511 -0.171 0.011 -0.724
Si 14.99 12.198 19.931 -0.01 0.033 -0.539
Si 14.5 15.69 25.172 0.152 0.125 -0.122
Si 3.64 3.074 22.425 0.042 0.007 -0.285
Si 10.904 4.598 27.055 -0.07 0.121 0.057
Si 1.705 13.005 26.491 -0.136 -0.052 -0.124
Si 7.942 13.511 22.798 -0.072 -0.191 -0.033
Si 4.208 14.23 26.945 0.025 -0.099 0.096
Si 14.96 3.107 28.818 0.101 -0.051 0.11
Si 4.277 9.792 25.144 0.131 -0.032 -0.138
Si 13.4 9.833 22.851 0.057 -0.058 -0.148
Si 4.399 9.807 22.018 -0.054 0.002 -0.211
Si 7.253 0.656 25.224 -0.062 -0.028 -0.196
Si 8.715 2.654 27.255 0.055 -0.1 -0.043
Si 1.916 1.833 24.45 0.013 -0.091 -0.038
Si 10.874 7.314 28.229 0.017 -0.076 -0.005
Si 16.332 5.859 22.525 -0.034 0.161 -0.128
Si 9.421 8.684 21.85 -0.069 0.165 -0.32
Si 16.405 0.128 22.715 -0.131 0.02 -0.276
Si 1.413 3.647 28.479 0.039 0.017 0.106
Si 5.744 5.318 22.419 -0.099 0.001 -0.183
Si 16.451 8.828 22.951 -0.113 -0.074 -0.126
Si 6.331 7.644 28.742 -0.059 -0.022 0.082
Si 15.688 14.564 27.635 -0.039 -0.132 -0.051
Si 2.685 12.624 29.018 -0.058 0.151 0.219
Si 9.382 -0.053 23.106 -0.092 0.112 -0.019
Si 13.803 4.786 26.657 0.076 0.027 -0.048
Si 4.118 7.349 26.901 0.105 0.132 0.058
Si 9.939 9.753 26.938 -0.042 0.018 -0.06
Si 1.423 10.653 25.199 0.063 -0.154 -0.253
Si 9.401 14.037 27.633 -0.074 -0.042 0.137
Si 2.017 3.188 31.494 0.048 -0.069 0.192
Si 16.281 4.004 24.99 0.035 0.051 -0.181
Si 4.272 3.49 27.923 0.011 -0.052 0.144
Si 11.958 14.976 23.454 -0.008 -0.021 -0.227
Si 12.111 12.013 24.152 0.046 -0.001 -0.176
Si 13.222 14.145 28.843 0.083 0.169 0.023
Si 4.429 0.971 26.246 -0.071 0.094 -0.18
Si 5.109 15.004 32.622 -0.027 -0.154 0.2
Si 1.074 9.055 30.117 0.063 0.119 0.202
Si 1.349 5.949 26.935 -0.09 0.063 0.073
Si 14.228 0.445 27.76 -0.081 0.04 0.007
Si 3.108 10.723 31.221 -0.029 0.026 0.149
Si 4.683 4.441 30.992 0.001 0.056 0.153
Si 7.382 0.081 31.261 -0.066 -0.02 0.134
Si 7.405 7.812 31.68 0.069 0.16 0.174
Si 6.63 6.634 25.121 0.024 0.03 -0.141
Si 7.059 13.845 25.815 0.016 -0.059 -0.233
Si 10.079 8.624 33.104 0.009 -0.05 0.103
Si 7.101 9.313 26.193 -0.108 0.005 -0.142
Si 15.7 4.391 31.659 -0.026 -0.054 0.033
Si 13.974 7.489 27.889 -0.109 0.044 0.064
Si 11.39 3.39 32.282 0.086 -0.076 0.33
Si 10.722 14.487 30.302 -0.116 0.021 0.01
Si 10.905 9.397 24.213 0.11 -0.01 -0.254
Si 9.224 0.256 28.953 0.022 -0.019 0.102
Si 0.621 11.836 30.918 -0.049 0.187 0.058
Si 4.923 6.725 32.971 -0.016 -0.012 0.214
Si 2.133 14.972 33.259 -0.087 -0.05 0.083
Si 5.03 11.874 33.263 0.011 0.255 0
Si 0.21 8.644 27.28 -0.075 0.077 0.076
Si 7.787 4.729 31.359 -0.062 -0.021 -0.022
Si 6.795 4.951 27.382 -0.021 0.063 -0.08
Si 10.413 4.965 29.916 -0.114 0.056 0.117
Si 8.682 2.356 32.628 -0.043 -0.091 0.117
Si 9.482 14.782 33.011 0.12 -0.078 0.344
Si 14.206 2.202 32.748 -0.037 -0.106 -0.015
Si 0.338 0.779 32.645 -0.092 -0.096 0.12
Si 15.057 7.244 30.732 0.019 0.066 0.026
Si 13.203 8.651 32.632 -0.102 0.146 0.291
Si 14.869 11.341 33.075 -0.027 -0.118 0.103
Si 11.597 12.363 26.989 -0.051 -0.051 -0.18
O 1.991 15.649 34.737 0.396 0.032 0.13
O 16.397 0.874 34.252 -0.029 0.22 0.09
O 3.95 1.412 34.925 -0.058 0.141 -0.223
O 6.281 4.19 31.096 -0.04 -0.147 -0.369
O 15.699 5.906 34.807 0.082 -0.05 -0.311
O 1.715 3.641 34.944 0.014 0.158 0.175
O 3.657 7.424 33.724 -0.097 -0.286 -0.294
O 1.778 9.062 34.665 0.088 0.077 -0.298
O 13.833 8.154 31.24 -0.134 0.177 -0.338
O 16.058 10.622 33.916 0.261 0.187 -0.432
O 4.109 11.994 34.593 -0.033 -0.504 0.487
O 2.151 13.429 33.753 -0.496 -0.286 -0.538
O 5.924 15.699 31.407 -0.111 -0.152 -0.402
O 5.606 15.8 33.945 0.584 0.156 -0.125
O 8.63 1.785 34.133 0.171 -0.427 -0.084
O 6.98 3.644 34.999 0.012 0.046 -0.566
O 4.487 5.968 31.58 -0.204 0.352 -0.217
O 5.482 5.566 33.973 -0.165 -0.231 -0.241
O 9.559 7.55 34.24 0.063 -0.448 -0.016
O 10.431 10.026 33.852 0.147 0.34 -0.489
O 7.489 9.098 34.938 -0.035 -0.081 -0.08
O 6.314 11.057 33.794 0.236 0.058 -0.274
O 8.608 13.793 33.961 -0.533 -0.177 -0.223
O 14.256 12.588 33.904 0.268 0.115 -0.327
O 8.32 3.927 32.646 0.093 0.383 0.646
O 10.511 15.679 33.914 0.041 0.256 -0.372
O 15.21 1.142 31.983 -0.246 -0.369 -0.84
O 13.929 1.571 34.198 0.083 -0.63 -0.188
O 11.173 4.247 33.656 -0.391 0.354 -0.401
O 12.548 3.911 0.064 0.308 0.16 0.257
O 13.886 7.761 33.812 -0.288 -0.137 -0.097
O 15.57 12.046 31.763 -0.286 0.263 -0.136
O 9.921 12.007 35.208 0.189 0.101 -0.026
O 11.589 8.318 32.523 0.009 -0.163 -0.484
O 14.825 13.802 28.803 0.353 -0.227 0.261
O 12.574 14.422 34.85 0.145 0.136 -0.183
O 2.818 3.434 21.077 0.053 -0.167 -0.008
O 2.663 3.036 23.687 -0.208 0.436 0.205
O 5.556 -0.191 20.898 0.002 -0.025 0.513
O 4.25 1.625 22.042 0.121 -0.127 0.729
O 0.896 9.852 23.918 0.072 0.327 0.043
O 15.972 11.066 20.663 0.045 0.106 0.408
O 3.679 8.606 21.157 -0.537 0.188 0.137
O 0.908 9.004 21.551 0.567 -0.44 0.128
O 2.518 13.492 21.006 0.305 -0.132 0.563
O 0.576 15.28 21.684 -0.149 -0.26 0.286
O 5.559 13.523 26.359 -0.073 -0.55 -0.004
O 7.423 13.205 24.328 -0.196 -0.504 0.156
O 6.939 4.669 21.579 0.437 0.069 0.24
O 8.276 2.595 20.794 -0.053 0.038 0.398
O 13.105 15.628 28.141 -0.37 0.135 0.117
O 9.81 0.774 21.787 0.337 0.093 0.315
O 5.89 10.047 21.425 0.041 0.541 0.418
O 7.918 8.488 21.294 -0.265 -0.73 0.098
O 12.703 10.019 21.403 -0.181 0.373 0.086
O 11.435 5.095 20.755 0.086 -0.166 0.39
O 6.721 13.985 21.839 -0.495 -0.29 0.055
O 7.241 15.435 25.669 0.176 0.1 0.412
O 8.708 12.271 22.05 -0.183 -0.052 0.557
O 8.471 10.168 26.355 -0.129 0.62 -0.209
O 10.57 6.203 27.056 -0.133 0.122 -0.649
O 13.511 2.906 20.871 -0.032 0.053 0.192
O 15.442 1.183 21.906 0.191 -0.008 0.303
O 1.448 0.764 23.319 0.517 0.074 -0.187
O 10.151 7.267 21.549 0.127 -0.07 0.51
O 14.878 9.204 22.877 -0.039 0.073 -0.08
O 13.67 7.93 20.465 -0.056 0.084 0.571
O 15.096 6.078 21.506 -0.19 -0.24 0.354
O 14.203 0.662 26.138 0.086 0.8 -0.199
O 10.78 16.007 23.89 0.24 0.281 0.603
O 13.97 13.213 20.787 -0.005 0.006 0.238
O 13.151 15.255 24.459 -0.079 -0.252 0.229
O 2.988 1.218 25.506 0.003 -0.437 0.344
O 15.588 15.91 23.999 -0.142 -0.1 0.407
O 4.772 4.121 22.865 -0.08 -0.268 0.61
O 0.544 2.486 25.027 -0.463 -0.351 0.158
O 6.415 6.119 23.628 0.193 0.336 0.051
O 0.923 12.201 25.332 -0.326 0.243 -0.256
O 11.583 13.406 23.562 -0.523 -0.219 0.064
O 1.128 8.513 28.61 0.556 -0.344 -0.15
O 2.166 11.942 27.643 -0.02 -0.405 -0.16
O 0.842 14.056 27.354 0.194 0.324 0.345
O 8.159 0.704 23.862 0.005 0.366 -0.4
O 8.95 14.759 22.739 0.209 -0.133 -0.135
O 8.001 1.632 26.251 0.211 -0.082 -0.133
O 10.53 6.566 29.637 -0.189 0.457 0.54
O 3.65 8.711 26.178 -0.443 0.118 0.157
O 4.866 6.328 21.538 -0.251 0.012 0.373
O 9.621 8.81 23.439 -0.397 -0.323 0.451
O 5.784 10.159 25.694 0.251 0.444 0.064
O 3.049 10.852 25.14 0.116 0.571 0.122
O 3.72 11.279 21.814 0.077 -0.071 0.499
O 9.267 15.646 27.629 0.006 0.171 -0.467
O 3.722 13.786 28.469 0.164 0.239 0.326
O 12.514 12.094 25.704 0.691 -0.349 0.162
O 16.381 2.857 28.053 -0.061 -0.251 -0.167
O 1.048 4.904 25.755 0.387 0.132 -0.001
O 1.246 5.429 21.575 0.419 0.197 0.028
O 3.577 3.539 31.826 0.055 -0.331 0.306
O 9.802 3.571 26.463 0.105 -0.102 -0.348
O 16.072 4.612 23.504 -0.158 -0.304 -0.313
O 14.817 4.056 25.654 -0.278 -0.171 -0.098
O 13.405 11.351 23.436 0.581 0.333 -0.106
O 12.367 8.898 23.702 0.085 -0.644 0.186
O 14.061 1.77 28.65 -0.301 -0.076 0.17
O 9.365 1.785 28.469 0.385 0.235 0.172
O 5.334 13.378 32.696 0.437 -0.133 -0.539
O 4.699 1.979 27.502 0.396 -0.242 0.279
O 2.9 6.335 26.976 0.2 -0.224 0.071
O 4.375 4.061 29.445 0.051 -0.062 -0.139
O 4.444 9.37 23.577 -0.148 -0.26 0.147
O 0.285 7.248 23.328 -0.055 0.011 0.347
O 7.613 3.661 27.872 -0.168 -0.22 0.684
O 2.56 9.243 30.784 0.24 -0.648 0.161
O 2.995 13.808 25.946 0.115 0.046 -0.518
O 14.949 14.491 26.175 -0.093 -0.581 -0.252
O 8.056 13.37 27.016 -0.253 -0.572 0.27
O 15.692 -0.199 28.089 0.484 0.495 0.175
O 10.386 -0.259 29.976 0.363 0.416 0.209
O 4.73 7.564 28.399 -0.457 -0.154 0.595
O 6.89 6.129 28.506 0.28 -0.246 0.419
O 7.421 5.519 25.993 0.581 -0.172 -0.303
O 5.215 6.8 25.861 -0.25 -0.16 0.091
O 6.805 8.157 30.201 -0.259 0.288 -0.134
O 9.992 10.094 21.198 0.54 -0.204 -0.086
O 10.788 9.032 25.765 0.382 -0.593 0.273
O 3.523 11.555 29.887 0.648 -0.19 -0.31
O 0.769 9.866 26.435 0.047 0.109 0.152
O 12.413 15.159 21.905 -0.131 0.691 0.011
O 12.333 14.261 30.199 0.148 -0.277 0.502
O 12.291 4.373 26.268 -0.078 -0.342 -0.527
O 7.345 8.085 25.148 0.213 0.062 -0.185
O 2.7 3.494 27.51 -0.169 -0.209 -0.474
O 1.857 3.044 29.899 -0.04 -0.476 -0.128
O 0.988 4.386 31.898 0.33 0.383 0.027
O 11.017 4.205 28.626 0.276 -0.247 -0.018
O 9.908 8.614 28.095 -0.347 0.104 0.289
O 14.91 8.767 27.483 -0.2 0.36 -0.357
O 10.85 11.006 24.009 -0.624 0.182 -0.022
O 9.849 13.644 29.172 -0.301 -0.394 0.037
O 15.279 3.535 30.342 -0.081 -0.293 0.076
O 14.116 4.294 28.16 -0.23 0.451 0.417
O 5.676 1.105 25.179 -0.106 0.335 -0.547
O 4.419 15.82 26.903 0.167 0.042 0.46
O 3.511 15.276 32.475 -0.138 0.207 -0.408
O 10.724 11.073 27.434 0.062 -0.027 0.553
O 13.682 10.226 32.814 -0.296 0.072 0.141
O 1.021 5.236 28.377 -0.295 0.388 0.328
O 0.447 7.221 26.562 -0.073 -0.125 -0.217
O 12.582 12.85 28.139 0.18 -0.447 0.326
O 0.897 15.575 32.379 -0.108 -0.275 -0.364
O 1.828 11.427 31.936 0.079 0.038 0.778
O 1.343 12.978 29.957 -0.309 0.369 -0.276
O 5.261 4.48 27.116 -0.218 0.303 -0.469
O 11.333 4.539 31.157 0.409 0.396 0.043
O 7.561 1.635 31.699 -0.465 0.52 -0.173
O 7.861 6.279 31.723 0.422 -0.065 0.051
O 6.088 7.843 32.675 0.143 0.428 0.123
O 6.88 8.704 27.667 0.126 0.269 0.225
O 8.872 4.513 30.17 -0.099 -0.159 -0.316
O 7.803 -0.013 29.706 -0.495 -0.317 -0.503
O 4.362 10.842 32.207 0.134 -0.576 -0.034
O 16.461 8.034 30.953 0.308 -0.197 0.483
O 14.725 6.889 29.198 0.258 -0.505 -0.085
O 15.027 3.6 32.907 0.265 0.23 0.564
O 10.216 2.275 32.102 0.129 -0.573 -0.288
O 1.512 1.811 32.195 0.476 -0.042 0.209
O 8.393 15.676 32.267 0.025 0.002 -0.038
O 12.421 7.831 28.201 0.067 0.271 -0.024
O 8.766 8.673 32.082 -0.18 0.425 -0.518
O 12.776 2.558 32.094 -0.115 -0.109 -0.511
O 15.147 5.884 31.585 -0.367 0.154 0.507
O 10.589 13.582 26.638 -0.072 0.411 -0.294
O 10.299 14.056 31.806 0.008 -0.533 -0.192
O 13.977 6.394 26.691 0.053 0.04 -0.658
O 0.364 10.515 30.006 -0.342 -0.101 -0.311
Si 0.043 16.191 5.456 0.009 -0.025 0.004
Si 2.794 2.661 5.471 -0.001 0.009 0.025
Si 0.065 5.409 5.49 -0.019 -0.004 0.006
Si 2.824 8.138 5.428 -0.026 0.015 -0.002
Si 0.108 10.803 5.324 -0.011 0.002 -0.017
Si 2.775 13.502 5.384 0.021 0.017 0.007
Si 5.513 16.247 5.433 0.01 0.003 0.003
Si 8.215 2.658 5.462 -0.009 0.008 0.01
Si 5.55 5.401 5.42 -0.007 -0.023 0.008
Si 8.266 8.09 5.363 0.024 -0.014 -0.016
Si 5.484 10.841 5.374 -0.004 0.003 0.001
Si 8.21 13.558 5.405 -0.012 -0.004 0.011
Si 10.943 16.202 5.366 -0.006 -0.001 -0.02
Si 13.612 2.621 5.449 -0.023 0.036 0.02
Si 10.974 5.34 5.406 0.009 -0.011 -0.001
Si 13.732 8.067 5.398 0.003 -0.022 -0.009
Si 11.004 10.746 5.392 0.021 -0.008 0.005
Si 13.708 13.442 5.388 0.01 -0.028 0.014
Si 1.419 1.27 6.784 -0.01 0.006 -0.008
Si 4.189 4.022 6.787 0.012 0.001 -0.004
Si 1.455 6.775 6.798 0.002 -0.004 -0.007
Si 4.162 9.494 6.787 -0.01 -0.006 0.004
Si 1.43 12.147 6.753 -0.009 -0.005 -0.004
Si 4.138 14.871 6.758 -0.005 -0.001 -0.003
Si 6.869 1.279 6.806 0.01 0.007 0.004
Si 9.607 4.006 6.793 -0.006 0 -0.003
Si 6.923 6.739 6.768 -0.008 0.008 -0.008
Si 9.618 9.421 6.756 -0.004 0.015 -0.002
Si 6.864 12.17 6.749 0.008 -0.002 0.007
Si 9.585 14.888 6.769 -0.005 -0.018 0.006
Si 12.259 1.251 6.781 0.022 0.004 -0.008
Si 15.019 3.988 6.784 0.008 -0.015 0
Si 12.346 6.709 6.755 0.01 -0.005 -0.003
Si 15.079 9.453 6.739 0.004 -0.004 -0.012
Si 12.336 12.119 6.762 -0.008 -0.012 0.006
Si 15.023 14.817 6.791 -0.011 0.018 0.003
Si 0.064 2.629 8.138 -0.013 -0.008 0.004
Si 2.797 16.238 8.134 -0.006 0.003 0.001
Si 0.093 8.118 8.152 0.019 0.016 0.003
Si 2.813 5.378 8.129 -0.022 -0.008 -0.007
Si 0.087 13.499 8.147 0.004 0.001 0.005
Si 2.788 10.821 8.151 -0.005 -0.003 0.004
Si 5.523 2.648 8.16 -0.004 0.001 0.005
Si 8.241 -0.078 8.152 0.016 0.02 -0.002
Si 5.538 8.101 8.109 0.008 0.014 -0.011
Si 8.25 5.364 8.15 0.008 -0.004 -0.002
Si 5.507 13.522 8.128 -0.002 0.005 -0.008
Si 8.243 10.801 8.095 0.002 -0.016 -0.007
Si 10.937 2.624 8.159 -0.004 0.003 0.003
Si 13.654 16.211 8.116 -0.017 -0.022 -0.003
Si 10.97 8.055 8.124 -0.008 -0.012 -0.007
Si 13.68 5.356 8.149 -0.006 -0.002 -0.004
Si 10.955 13.501 8.101 0.001 -0.009 -0.009
Si 13.7 10.781 8.127 0.009 0.01 -0.007
Si 1.452 3.997 9.473 0.007 -0.007 -0.01
Si 4.16 1.278 9.504 0.001 0.008 0
Si 1.447 9.462 9.524 -0.016 0.004 0.009
Si 4.186 6.731 9.479 0.001 -0.004 -0.013
Si 1.442 14.882 9.499 0 -0.003 0.003
Si 4.149 12.181 9.508 -0.013 -0.009 0.006
Si 6.896 3.996 9.515 0.01 0.004 0.001
Si 9.585 1.271 9.53 -0.005 0.007 0.017
Si 6.891 9.45 9.474 0.004 -0.001 -0.002
Si 9.614 6.708 9.509 0.001 -0.008 0.006
Si 6.87 14.876 9.496 0.005 -0.006 0.001
Si 9.592 12.156 9.469 -0.004 0.002 -0.001
Si 12.32 3.983 9.502 0.012 -0.001 -0.003
Si 15.024 1.253 9.478 -0.001 0.009 -0.012
Si 12.324 9.425 9.483 0.003 -0.009 0
Si 15.054 6.728 9.493 0.008 0.008 -0.012
Si 12.297 14.863 9.482 -0.006 0.003 -0.01
Si 15.036 12.151 9.502 -0.003 -0.016 0.006

Results
total energy: -115451.615 eV
total energy less fixed offsets of O -438.35, Si -107.03 eV per atom: 14.725 eV
